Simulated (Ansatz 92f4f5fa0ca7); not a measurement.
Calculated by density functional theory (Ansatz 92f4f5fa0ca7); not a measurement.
Periodic cell of 250 atoms, Si166O84, from a study of silicon, its oxide and their interface. The atomic structure is a simulated model.
Doubt: the cutoff is far below the 930 eV that the study's wrapper takes by default for these files, so forces and energies are approximate.
This geometry differs little from another in the collection (a relaxation step or a small displacement).

Settings: functional PBE; potential files Ansatz PAW; basis plane waves; wave-function cutoff 580 eV; density cutoff ratio 5; exchange-correlation grid ratio 1; k mesh 1 x 1 x 1, Gamma-centred; self-consistency stop 5e-08 eV per atom in the density residual; occupations fixed; spin none; net charge 0.

Cell vectors (angstrom)
a 10.938 0 0
b 0 10.938 0
c 0 0 37.2922

Atoms: element, x, y, z (angstrom)
Si 0 0 0.683
Si 5.469 0 0.683
Si 2.7345 2.7345 0.683
Si 8.2035 2.7345 0.683
Si 0 5.469 0.683
Si 5.469 5.469 0.683
Si 2.7345 8.2035 0.683
Si 8.2035 8.2035 0.683
Si 1.3673 1.3673 2.0503
Si 6.8362 1.3673 2.0503
Si 4.1018 4.1018 2.0503
Si 9.5708 4.1018 2.0503
Si 1.3673 6.8362 2.0503
Si 6.8362 6.8362 2.0503
Si 4.1018 9.5708 2.0503
Si 9.5708 9.5708 2.0503
Si 2.7345 0 35.2407
Si 8.2035 0 35.2407
Si 0 2.7345 35.2407
Si 5.469 2.7345 35.2407
Si 2.7345 5.469 35.2407
Si 8.2035 5.469 35.2407
Si 0 8.2035 35.2407
Si 5.469 8.2035 35.2407
Si 4.1018 1.3673 36.6079
Si 9.5708 1.3673 36.6079
Si 1.3673 4.1018 36.6079
Si 6.8362 4.1018 36.6079
Si 4.1018 6.8362 36.6079
Si 9.5708 6.8362 36.6079
Si 1.3673 9.5708 36.6079
Si 6.8362 9.5708 36.6079
Si 0.0382 0.1397 27.1626
Si 5.9903 -0.4225 27.4797
Si 2.0515 3.4 27.1383
Si 8.5415 2.2631 27.0772
Si 0.4037 5.1369 27.3264
Si 4.7692 6.225 27.0462
Si 3.056 7.9449 27.1949
Si 7.7026 8.8929 27.1447
Si 1.4325 1.501 28.4403
Si 6.9281 1.3887 28.5466
Si 4.0152 4.2604 28.2009
Si 9.5253 4.0662 28.3442
Si 1.3894 6.8998 28.4903
Si 6.727 6.9765 28.2257
Si 4.1338 9.5591 28.545
Si 9.5938 9.6017 28.4018
Si 2.771 0.0809 29.7708
Si 8.2971 0.021 29.8926
Si -0.0482 2.7445 29.8199
Si 5.4187 2.8519 29.6263
Si 2.7444 5.4881 29.8209
Si 8.1144 5.5214 29.5854
Si -0.0384 8.2215 29.7783
Si 5.4737 8.1762 29.8772
Si 4.1409 1.4434 31.1026
Si 9.6009 1.3939 31.2481
Si 1.3474 4.1169 31.1478
Si 6.801 4.1679 31.0464
Si 4.1081 6.8167 31.2151
Si 9.515 6.815 31.0732
Si 1.3576 9.6243 31.1098
Si 6.8622 9.5778 31.1783
Si 0.028 0.0084 32.5562
Si 5.4858 0.044 32.4914
Si 2.7348 2.7515 32.4962
Si 8.167 2.7888 32.48
Si -0.0317 5.4841 32.4847
Si 5.4799 5.4591 32.5359
Si 2.7212 8.235 32.4942
Si 8.2137 8.1914 32.5099
Si 1.3935 1.3819 33.8878
Si 6.8441 1.3921 33.8699
Si 4.1014 4.095 33.8808
Si 9.562 4.1121 33.8655
Si 1.3551 6.8489 33.8566
Si 6.8463 6.8376 33.8827
Si 4.1076 9.5944 33.8562
Si 9.5769 9.5627 33.8788
Si 2.7307 -0.0181 3.4137
Si 8.1953 -0.0036 3.4165
Si -0.014 2.7318 3.4123
Si 5.4751 2.7299 3.413
Si 2.7416 5.4762 3.4189
Si 8.1935 5.4417 3.4304
Si -0.0114 8.1836 3.3923
Si 5.4588 8.1923 3.4085
Si 4.1342 1.3314 4.7586
Si 9.582 1.342 4.7847
Si 1.3359 4.1283 4.7582
Si 6.8311 4.0679 4.8226
Si 4.1461 6.8018 4.8021
Si 9.5914 6.8041 4.7647
Si 1.3469 9.5361 4.7515
Si 6.8079 9.5655 4.7633
Si 0.0086 -0.0372 6.1369
Si 5.4623 -0.0338 6.1946
Si 2.7398 2.7375 6.0129
Si 8.1977 2.6663 6.1683
Si -0.0083 5.4618 6.2069
Si 5.5067 5.4509 6.2326
Si 2.7169 8.1605 6.0882
Si 8.2107 8.1929 6.0528
Si 1.424 1.3839 7.3774
Si 6.8786 1.28 7.5973
Si 4.033 4.0272 7.4732
Si 9.5318 4.0539 7.5351
Si 1.4223 6.8339 7.5556
Si 6.9626 6.8801 7.5244
Si 4.0001 9.5295 7.483
Si 9.519 9.5187 7.4597
Si 2.7126 0.072 8.8361
Si 8.2946 -0.076 8.9957
Si 0.0288 2.6511 8.7674
Si 5.4198 2.6573 8.8208
Si 2.693 5.3481 8.9417
Si 8.2113 5.4116 8.9669
Si 0.0764 8.318 8.8138
Si 5.3644 8.0956 8.7494
Si 4.2641 1.1484 10.2379
Si 10.0794 0.9532 10.1122
Si 1.2024 4.0051 10.2649
Si 6.3307 4.4791 9.9676
Si 4.5978 6.2358 9.9618
Si 9.7755 6.0499 10.6798
Si 0.8511 10.1976 9.9831
Si 6.0493 9.4559 10.5314
O 9.2218 6.4362 12.1767
O 1.9472 3.0979 11.4474
O 5.1948 10.8361 10.834
O 7.5901 9.9394 10.2097
O 9.7533 1.3909 11.6974
O 6.7266 4.0852 11.5526
O 10.4749 7.3647 10.0386
O -0.0091 4.9026 10.9401
O 1.7885 3.2857 25.4632
O 7.9694 8.9493 25.4886
O 11.7685 -0.4328 25.809
O 2.5396 8.4611 25.671
O 0.1864 5.377 25.6718
O 4.8415 6.1617 25.3793
O 7.9514 2.3201 25.5215
O 9.7826 1.2099 26.7823
Si 0.8583 8.5502 18.5551
Si 2.2593 10.003 25.1653
Si 7.8192 -0.5254 21.3974
Si 6.0695 2.5786 15.2749
Si 0.4397 3.2174 15.1156
Si 4.8919 7.1726 12.1075
Si -2.9024 0.3579 15.2554
Si 12.5979 5.6511 22.4096
Si 11.7081 9.6502 12.2304
Si 9.2295 17.9457 17.6644
Si 7.1758 3.3923 22.1874
Si 13.859 -0.4579 17.2212
Si 4.4084 -2.8428 16.1279
Si -1.9089 2.087 24.2882
Si 8.1069 7.6948 20.3836
Si 9.5662 7.5952 13.2875
Si 4.5998 2.4583 23.6963
Si -0.0128 8.2281 21.5229
Si 6.4207 1.7482 20.0516
Si 5.0976 10.8864 25.4097
Si -3.0362 2.2041 17.5237
Si 3.0244 7.7539 13.3813
Si 10.2001 0.9865 13.2242
Si 11.4791 4.088 24.7038
Si 0.9082 6.1137 14.6952
Si 7.0315 -2.0262 24.1416
Si 13.4817 6.2352 17.4864
Si 3.364 2.4423 12.0087
Si 6.6577 6.287 22.5569
Si 10.2408 14.982 17.9162
Si 4.2452 5.4304 24.053
Si 7.4883 8.2857 15.4045
Si 10.3479 10.9982 22.6041
Si 3.3492 1.3767 19.7895
Si 3.1238 12.6111 14.9601
Si 5.7329 4.3889 12.816
Si 2.3441 11.5255 22.5031
Si 1.8705 15.111 19.5976
O 1.9931 2.7955 15.1968
O 6.8345 7.0037 21.1188
O 7.7909 -1.6536 20.2179
O 7.0082 7.3319 23.7503
O -0.1887 9.4043 22.6511
O 8.132 8.0437 13.9225
O 12.4725 6.14 16.2015
O 1.5111 9.7742 17.6883
O 10.9062 14.1924 16.6648
O -1.302 11.5245 23.9898
O -4.2328 1.1654 14.7511
O 2.3143 2.6277 19.8075
O -5.8107 5.8043 22.7411
O 0.9635 7.0844 22.1176
O 1.9064 7.3028 18.5428
O 8.6935 1.191 16.5063
O 11.694 22.8372 22.3434
O 8.2511 6.9649 18.9583
O 15.7708 12.9492 19.9277
O 5.6655 2.9139 22.5687
O 7.0859 1.3291 18.6279
O 11.6491 4.5462 23.151
O 11.5561 0.0774 13.139
O 7.5594 4.9261 22.5936
O 5.62 6.0058 13.0419
O 8.9124 3.199 18.3046
O 4.1468 9.3915 17.0965
O 21.2699 8.8082 12.514
O 7.6387 -1.0975 15.8317
O 5.9056 7.9342 15.5334
O 9.8758 -5.3923 17.4313
O 2.7508 11.2449 15.7779
O 14.1656 1.4591 13.3272
O 2.6853 4.839 18.3258
O 2.3818 -0.7119 23.5324
O 9.4826 18.4425 21.2497
O 6.8184 3.0631 16.6394
O 10.2378 3.0762 24.654
O 10.3864 8.1456 17.841
O 7.6365 9.7323 22.8733
O 2.968 11.2611 21.005
O 0.5783 8.8968 20.1361
O -0.3484 -3.7977 14.4948
O 10.4835 2.2608 14.1713
O 0.3045 4.6528 14.3902
O 8.2861 2.4746 22.9088
O 4.0082 6.7318 16.9524
O 9.2802 0.2188 21.3686
O 3.4037 8.3202 14.8657
O 11.2142 4.1534 19.2213
O 8.292 7.3178 16.4023
O 2.1454 5.0093 20.9823
O 4.2568 3.8495 24.4655
O 7.1912 14.0379 20.5818
O 6.6151 0.5134 21.1065
O -1.9236 0.163 13.9775
O -6.4439 2.3248 15.5485
O 2.1541 8.912 12.6422
O 5.8988 8.4902 11.875
O 4.2631 3.7543 12.4505
O 3.4802 10.9145 25.7584
O 5.3528 12.2989 24.6311
O 2.0764 6.4256 13.5905
O 3.3077 11.5505 18.3663
O 5.5577 -1.3482 24.4659
O 14.148 1.8414 23.1005
O 6.3238 14.6806 14.171
O 2.7834 5.9345 23.5643

Results
free energy: -153300.450 eV
free energy less fixed offsets of O -568.88, Si -635.61 eV per atom: -3.270 eV

Forces (eV/angstrom), in the order of the atoms: element, x, y, z
Si 0.0122 0.0081 0.0005
Si 0.0038 0.0163 0.0265
Si 0.0236 -0.0151 -0.0117
Si 0.004 -0.0035 -0.0329
Si 0.0326 -0.0057 0.0209
Si 0.0272 -0.0079 -0.0082
Si -0.0037 0.019 -0.0262
Si 0.0443 0.0019 -0.0162
Si 0.0146 0.0047 0.0434
Si 0.0904 0.0313 -0.0799
Si -0.0455 -0.0291 0.0148
Si -0.1147 -0.0736 -0.0715
Si 0.1389 0.0057 -0.1249
Si 0.054 -0.0691 0.0558
Si -0.0699 -0.112 -0.0932
Si -0.1148 -0.0256 -0.0621
Si 0.1189 0.0274 0.0885
Si 0.0271 0.0528 -0.085
Si -0.0417 0.0498 -0.0735
Si -0.0402 -0.0371 0.092
Si -0.067 0.0736 -0.1229
Si 0.0507 0.0152 0.1032
Si 0.012 -0.0259 0.0881
Si -0.0325 0.0933 -0.1123
Si 0.0209 -0.0416 0.018
Si 0.0056 -0.0117 0.0033
Si -0.0613 0.0221 0.0019
Si -0.0101 -0.0106 -0.0106
Si -0.0491 0.0402 -0.0117
Si 0.0045 -0.002 0.0123
Si 0.0034 -0.0276 -0.0138
Si -0.0525 0.0052 -0.0011
Si 0.0185 -0.0124 0.0052
Si 0.0309 -0.0138 0.0109
Si -0.0183 0.0279 0.0523
Si -0.0181 0.0162 0.0748
Si 0.0288 -0.0344 -0.0014
Si -0.042 0.0261 0.0121
Si 0.0396 -0.0559 0.0407
Si -0.019 0.004 0.0436
Si -0.0016 -0.0012 -0.0081
Si 0.0058 -0.0114 -0.013
Si -0.0108 0.0176 -0.014
Si 0.0189 0.0187 -0.0071
Si 0.0021 -0.0007 -0.0228
Si 0.0101 0.0204 -0.0089
Si 0.0156 -0.0121 -0.0107
Si -0.002 -0.0092 -0.0109
Si -0.0079 0.0168 0.0127
Si -0.0131 0.0004 0.0149
Si -0.0124 -0.006 0.013
Si 0.0047 -0.0045 0.0225
Si 0.0062 -0.0111 0.014
Si -0.0005 -0.0048 0.018
Si -0.0154 0.0055 0.008
Si -0.0006 -0.0013 0.0009
Si 0.0006 0.0119 0.0053
Si 0.0101 -0.0001 -0.0073
Si 0.003 0.0005 -0.0056
Si -0.0002 -0.0048 0.0058
Si -0.0048 -0.0041 -0.0073
Si 0.0003 0.0021 0.0027
Si -0.0018 -0.0065 0.0127
Si 0.0035 -0.0047 -0.0068
Si -0.0012 -0.0053 0.0071
Si -0.0056 0.0006 0.0119
Si 0.0031 -0.003 0.0131
Si -0.0056 0.0086 0.0113
Si 0.0013 0.0065 0.0114
Si 0.0079 -0.002 0.0077
Si -0.0056 0.007 0.0119
Si 0.0016 -0.0044 0.0107
Si -0.0011 0.0018 0.0033
Si 0.0034 0.0043 0.004
Si 0.0017 0.0001 0.0016
Si -0.0052 0.0005 0.0057
Si 0.0038 -0.0009 0.0059
Si -0.0025 -0.0022 0.0022
Si 0.0002 -0.0019 0.0082
Si 0.005 0.0005 0.0044
Si -0.0027 0.0096 -0.0074
Si -0.0002 0.0005 0.0034
Si 0.0249 -0.0026 -0.0034
Si 0.003 -0.002 -0.0047
Si 0.0031 -0.0025 0.0014
Si -0.0025 0.0084 -0.0051
Si -0.0034 0.0007 0.0016
Si 0.0021 -0.0115 -0.0072
Si 0.0036 -0.0068 -0.0011
Si -0.0321 -0.0084 -0.0108
Si -0.0105 0.0088 -0.0031
Si -0.0117 -0.0056 -0.0136
Si 0.0013 0.0049 -0.0188
Si 0.0132 -0.0195 0.0028
Si -0.0018 -0.0071 -0.0055
Si -0.0036 0.0164 0.0009
Si 0.0079 -0.0193 0.0102
Si 0.0149 0.0072 -0.0062
Si 0.0149 0.0069 0.0028
Si 0.0082 -0.0005 0.0114
Si 0.0065 0.0115 -0.0053
Si 0.0117 0.0113 0.0034
Si -0.0057 -0.0206 0.014
Si 0.002 0.029 -0.0142
Si -0.0273 0.0007 0.0232
Si -0.0089 -0.003 -0.0312
Si -0.0159 -0.0005 -0.0038
Si -0.0023 0.0168 0.0033
Si -0.0048 0.0205 -0.0802
Si -0.0325 -0.042 0.0024
Si 0.0252 -0.0304 -0.0108
Si -0.0348 0.016 -0.0001
Si 0.0151 0.0235 0.0178
Si 0.0607 0.0567 0.0092
Si -0.0063 -0.022 0.0315
Si -0.0152 -0.012 0.022
Si -0.0223 -0.0148 0.0799
Si 0.065 -0.0078 0.0108
Si 0.2797 0.1181 -0.1963
Si -0.018 0.0292 0.0216
Si -0.0659 0.0677 0.0049
Si 0.0294 -0.0464 -0.0855
Si 0.1044 -0.1004 -0.1228
Si -0.0471 0.0227 0.0631
Si 0.0266 -0.0022 -0.0304
Si -0.175 -0.1617 0.0493
Si -0.0783 -0.0061 0.0195
Si -0.039 0.0207 0.01
O 0.0139 0.0171 0.0457
O -0.0266 0.0105 0.0404
O 0.0352 -0.0513 0.0059
O 0.0039 -0.0533 0.0105
O -0.0159 0.0259 0.0864
O 0.011 -0.0127 0.0032
O -0.1457 0.0632 0.0867
O 0.0561 0.0272 0.0605
O -0.001 -0.0109 -0.0208
O -0.0012 0.002 -0.0437
O 0.0241 -0.0046 -0.0055
O -0.0326 0.0549 -0.0342
O -0.0167 0.0091 -0.019
O -0.0005 -0.0248 -0.0307
O 0.0029 -0.0068 -0.0581
O 0.0229 -0.0197 -0.0079
Si 0.0069 -0.0101 0.0086
Si -0.0067 -0.0177 0.0254
Si -0.0035 -0.0094 0.0194
Si -0.0324 0.0275 -0.0062
Si 0.0108 -0.0186 -0.002
Si 0.0214 -0.03 0.0601
Si 0.0044 -0.018 -0.0011
Si -0.0115 -0.0181 0.0138
Si 0.0316 0.0433 -0.0279
Si -0.0385 -0.0009 -0.0215
Si 0.0006 -0.0181 0.0023
Si 0.0012 0.0095 -0.0104
Si -0.0057 -0.0101 -0.0347
Si 0.0031 0.0086 0.0089
Si 0.0016 -0.008 -0.0138
Si -0.0192 -0.0138 0.0083
Si -0.0126 -0.0077 0.0142
Si 0.0086 -0.003 -0.0023
Si -0.0011 0.0002 0.0043
Si -0.0321 -0.0085 -0.0214
Si 0.0002 0.0016 0.0054
Si 0.0114 0.0003 0.0102
Si -0.0019 0.0079 -0.0518
Si -0.0047 0.003 0.0444
Si 0.0062 0.0119 -0.0051
Si -0.0025 0.0137 0.0376
Si 0.001 0.0014 0.0017
Si 0.0319 0.0019 -0.0227
Si -0.0188 0.0031 0.0122
Si 0.009 0.0107 -0.0136
Si 0.0058 0.0096 0.0397
Si -0.0106 -0.0231 -0.0122
Si 0.0067 0.0058 0.0117
Si -0.008 -0.0039 -0.0035
Si 0.001 -0.005 -0.0495
Si -0.0187 0.0298 -0.0696
Si 0.0138 -0.0053 0.017
Si 0.0022 0.0057 0.0004
O -0.0203 0.0105 0.0019
O 0.0104 0.0052 -0.0053
O 0.0033 -0.0075 0.0021
O 0.0013 -0.0122 -0.0033
O -0.0008 -0.0132 -0.0029
O 0.0021 0.0033 0.0198
O 0.0009 -0.0001 0.0133
O -0.0065 -0.0044 0.0079
O -0.0092 0.0176 0.0137
O 0.0033 -0.0098 -0.0004
O 0.0065 -0.0119 -0.0003
O 0.0017 0.0015 0.0041
O 0.018 0.0025 -0.0077
O -0.0116 0.0028 -0.0013
O -0.012 0.0123 0.0055
O -0.0061 0.0066 0.003
O -0.0043 0.0017 0.0019
O 0.0205 0.0075 -0.0083
O 0.006 0 0.0055
O 0.0171 0.0074 0.0087
O 0.0002 0.0025 -0.0021
O 0.0197 0.0427 -0.0299
O -0.0098 0.0049 0.0198
O -0.0004 0.0032 0.0058
O -0.0142 -0.0114 -0.0049
O -0.0008 0.0019 0.0009
O -0.0002 0.0057 -0.0019
O -0.013 -0.0125 0.0007
O 0.0068 0.0176 -0.0053
O -0.0072 0.0098 0.0063
O -0.0006 -0.0089 0.0141
O 0.0061 -0.0044 0.0128
O -0.01 0.0055 0.0594
O -0.0036 -0.005 0.0083
O 0.0037 0.0175 -0.0213
O -0.0007 0.0078 0.006
O 0.0077 -0.0038 0.0096
O -0.0012 0.0016 0.0052
O -0.0027 0.0004 0.006
O 0.0097 0.01 -0.0216
O 0.0022 0.0072 -0.004
O -0.0071 -0.0107 0.0005
O 0.0016 -0.003 -0.0027
O 0.0161 0.0155 0.0141
O -0.0034 -0.0093 0.0015
O -0.0178 0.0144 -0.0113
O -0.0058 -0.0049 0.0043
O -0.0068 0.0021 -0.0018
O 0.0079 0.0006 0.0058
O -0.0029 -0.0029 -0.0067
O 0.0357 -0.0027 0.0376
O -0.0055 -0.0018 0.0011
O 0.0044 -0.0034 -0.0123
O 0.0005 -0.0014 -0.0001
O 0.0028 0.0143 -0.002
O -0.0161 -0.0033 0.0239
O 0.0164 -0.0027 -0.0012
O -0.0085 -0.0104 0.009
O 0.0105 0.0163 -0.0306
O 0.0122 0.0063 0.0057
O -0.0108 -0.0047 0.0076
O -0.0001 0.0285 -0.0046
O -0.0148 0.0051 0.0022
O 0.0014 0.0003 0.0105
O 0.0187 -0.0101 0.0033
O 0.0074 -0.0102 0.0008
O 0.0055 -0.0204 0.0127
O -0.0051 -0.0041 -0.0091

The program warned: the cutoff lies below the one the program advises for these potential files; the exchange-correlation potential is rough where the density is thin.
